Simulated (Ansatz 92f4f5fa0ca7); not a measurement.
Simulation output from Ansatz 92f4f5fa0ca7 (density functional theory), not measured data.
Periodic cell of 224 atoms, Si134O86N4, from a study of silicon, its oxide and their interface. The atomic structure is a simulated model.
This geometry differs little from another in the collection (a relaxation step or a small displacement).

Settings: functional r2SCAN; potential files Ansatz PAW; basis plane waves; wave-function cutoff 800 eV; density cutoff ratio 5; exchange-correlation grid ratio 1; k mesh 1 x 1 x 1, shifted by 0.5 0.5 0 of a step; self-consistency stop 1e-10 eV per atom in the density residual; occupations fixed; spin none; net charge 0.

Cell vectors (angstrom)
a 10.88 0 0
b 0 10.88 0
c 0 0 31.8188

Atoms: element, x, y, z (angstrom)
Si 0.2853 -0.2947 -0.1176
Si 2.9853 2.5047 -0.1459
Si -0.2248 5.659 -0.033
Si 2.4347 8.2994 -0.0865
Si 5.2228 0.3344 0.0031
Si 8.0057 2.8293 0.0983
Si 5.876 5.1046 -0.0476
Si 8.6055 7.9899 0.0157
Si 1.4192 1.3298 1.1686
Si 4.1426 4.0781 1.187
Si 1.3387 6.7913 1.3117
Si 4.0723 9.4997 1.1368
Si 6.7742 1.3622 1.4126
Si 9.5487 4.082 1.3061
Si 6.9222 6.8015 1.1953
Si 9.6681 9.5203 1.3718
Si 0.0581 2.6839 2.5657
Si 2.7464 -0.0288 2.5789
Si 0.0642 8.1438 2.7491
Si 2.7673 5.4199 2.5655
Si 5.4267 2.7625 2.6981
Si 8.1882 -0.0367 2.6456
Si 5.4724 8.1474 2.4935
Si 8.1983 5.4539 2.6604
Si 1.4009 4.0514 3.9339
Si 4.0663 1.3387 3.971
Si 1.4216 9.5398 4.0147
Si 4.1271 6.8076 3.9109
Si 6.8155 4.116 4.0072
Si 9.5487 1.364 3.9604
Si 6.7941 9.4689 3.9436
Si 9.5395 6.784 4.032
Si 0.0095 -0.0021 5.3368
Si 2.7097 2.6891 5.3297
Si 0.0316 5.4011 5.3253
Si 2.7844 8.1627 5.3139
Si 5.4356 -0.0284 5.3021
Si 8.176 2.7277 5.3265
Si 5.4498 5.4622 5.3369
Si 8.1364 8.1263 5.3384
Si 1.3388 1.3627 6.7126
Si 4.0828 4.0652 6.6488
Si 1.3935 6.803 6.631
Si 4.0859 9.5268 6.7154
Si 6.7838 1.3488 6.6413
Si 9.5306 4.0733 6.7089
Si 6.8052 6.7832 6.7318
Si 9.4957 9.5056 6.6529
Si -0.0291 2.7012 8.0782
Si 2.6881 0.008 8.0801
Si -0.0019 8.1425 7.9757
Si 2.7183 5.4254 7.9768
Si 5.4172 2.6937 8.0166
Si 8.1301 -0.0089 7.9876
Si 5.4424 8.1573 8.054
Si 8.1718 5.4187 8.1005
Si 1.3607 4.1052 9.3557
Si 4.0388 1.3982 9.4399
Si 1.245 9.5384 9.3837
Si 4.0561 6.7679 9.3405
Si 6.7813 4.0011 9.4065
Si 9.4397 1.3249 9.3878
Si 6.7975 9.5399 9.3764
Si 9.5961 6.7992 9.4123
Si -0.136 0.0075 10.8068
Si 2.6602 2.813 10.7899
Si 0.0483 5.3879 10.8001
Si 2.6051 8.1019 10.6092
Si 5.4168 -0.0019 10.7419
Si 8.092 2.6081 10.8129
Si 5.403 5.3911 10.694
Si 8.2563 8.2513 10.686
Si 1.1655 1.4919 12.0677
Si 4.0264 4.1601 12.1922
Si 1.4135 6.7968 12.1443
Si 3.9259 9.483 11.8783
Si 6.7215 1.2632 12.2577
Si 9.5468 3.9445 12.0867
Si 6.9199 6.7644 11.8083
Si 9.3962 9.5871 12.302
Si -0.1425 2.6612 13.7184
Si 2.5453 0.0406 13.1478
Si -0.0383 8.114 13.4403
Si 2.8204 5.6035 13.6839
Si 5.3172 2.704 13.5059
Si 7.9231 -0.0779 13.8935
Si 5.425 8.0506 12.943
Si 8.1748 5.3963 13.2329
Si 1.1024 4.3847 14.8013
Si 3.9621 1.1179 14.6225
Si 1.2881 9.6237 14.5945
Si 4.8113 6.7184 14.7302
Si 6.7976 4.1376 14.6026
Si 8.9644 1.6631 15.3216
Si 5.9254 9.4414 14.6985
Si 9.656 6.499 14.6525
Si 0.555 6.56 19.0425
Si -1.5854 7.5145 17.4104
Si 7.9037 3.6154 21.565
Si 3.6773 8.9288 16.5618
Si 1.8195 9.1007 18.9309
Si -0.4174 -0.5109 17.117
Si 4.3709 8.5892 20.1783
Si 5.338 10.5492 18.3156
Si 4.3117 12.1646 20.7607
Si -2.7075 11.5357 21.1484
Si 7.8053 3.5821 17.3516
Si -0.3855 13.1831 21.8841
Si 2.7468 2.8116 16.9214
Si 16.5621 9.9783 22.3513
Si 3.2465 6.6923 18.4585
Si -1.5814 9.0124 25.7545
Si -2.8473 11.6684 18.1193
Si 1.2416 -0.3889 25.4904
Si -5.8469 1.4801 26.6265
Si 4.2189 4.178 20.8719
Si 0.9593 13.5056 24.6544
Si -1.9952 -5.4681 19.267
Si 4.1268 -0.6638 24.8654
Si 10.1575 5.0821 25.7004
Si 3.3797 -0.6956 27.4947
Si 7.7969 11.0988 27.427
Si -1.1552 1.5048 29.5906
Si -5.1055 5.0755 23.2033
Si -2.6191 6.573 27.2314
Si 5.8658 6.7718 29.2329
Si 1.8279 -5.2286 27.1143
Si 3.7737 3.9939 25.5068
Si -5.8665 4.5881 17.8702
Si 11.9085 3.7826 29.539
Si 3.2168 7.6209 28.8666
Si -8.9689 2.6213 19.9785
Si -2.9557 6.7392 24.5308
Si 6.8647 9.4821 29.8605
O -0.388 0.2771 30.3205
O 2.0295 -3.8523 -3.8758
O 0.4066 4.962 30.4526
O 3.3556 -1.6469 28.7709
O -1.2712 6.8181 -0.5644
O -2.256 2.0956 30.6049
O 5.8891 8.207 29.9789
O 4.1289 12.2875 -0.6003
O 6.1373 -0.1561 30.5628
O -4.1669 -4.4798 23.4927
O -0.2055 -7.2879 25.2848
O 13.1792 3.1252 30.3129
O 2.4717 3.215 24.8595
O 6.9289 3.9234 -0.4428
O 9.1907 7.9213 26.9962
O 8.2224 8.9797 30.5745
O -0.1051 5.427 15.1863
O 2.9935 9.5154 20.0208
O 6.8947 3.9941 22.7533
O 0.2714 -0.522 15.6538
O 2.5762 9.0684 15.3954
O -7.8668 12.4489 15.9011
O 16.3407 -1.7358 19.1062
N 5.041 8.2062 15.7664
O 1.9439 -5.1021 18.7729
O -0.5094 5.6882 19.8898
O 5.8042 5.4283 15.1043
N 9.3464 0.8427 16.9621
O 3.978 17.9329 19.8704
O -10.0419 10.2226 18.2214
N 7.9054 13.9915 15.7
O 6.7437 -0.0502 17.5583
O 5.161 8.6535 21.5743
O -1.4388 20.0091 17.4499
O -2.0865 7.0718 15.9364
O 4.2516 5.9551 17.4342
O 4.1232 -0.5364 17.2684
O -4.3205 -6.2758 17.4783
O -0.0975 6.8975 17.5961
O 9.0559 4.3817 18.0093
O 7.5171 2.3073 18.2895
N 2.7533 8.1631 17.7847
O -1.2459 11.7758 21.8502
O 5.0654 10.8199 14.945
O 2.7135 12.2245 20.5612
O -2.9754 4.7614 20.3849
O 2.5184 10.1664 24.4689
O -8.2607 3.9521 20.6345
O 1.7536 3.855 16.2016
O -1.6523 -5.6267 27.0579
O -2.4685 11.0737 19.5929
O 4.6714 11.156 21.9366
O 8.3973 6.8514 18.6126
O 4.7079 5.2516 21.977
O 4.1438 0.7128 27.7664
O -2.3159 -2.6254 24.4796
O -8.822 -8.3555 18.3585
O -0.0492 9.4839 25.3831
O 1.8538 10.4064 26.9925
O -10.0994 12.0294 25.2865
O -6.6277 3.3734 17.1449
O 7.2036 10.4676 21.95
O -1.451 -7.3754 22.0873
O 0.7018 2.4198 23.0608
O -2.4031 -0.5218 26.1506
O 4.803 2.7291 21.2737
O -5.9822 4.5232 19.458
O 4.5849 0.8685 25.1795
O 0.8876 8.006 19.7178
O 2.9303 7.3913 30.4463
O -6.0104 4.5469 24.4353
O -4.2646 1.2322 26.9299
O 3.1741 5.2562 26.3097
O -3.5537 6.5291 28.5488
O 5.0322 11.7517 19.3588
O -1.6514 5.7197 24.5019
O 4.6102 3.0362 26.5287
O 5.2836 9.6421 23.8853
O 8.9458 11.8883 28.2563
O 4.5582 6.8903 28.2925
O 7.2244 17.4338 25.983
O -3.3989 2.1219 21.0819
O -0.0753 2.6462 29.2132
O 1.3524 -1.4502 31.2134
O 1.4782 4.428 28.1246
O 0.6409 5.9029 26.0312
O 5.476 -5.2491 30.2845
O 4.2006 -1.4479 26.2893
O 7.1574 9.9194 28.3394
O 0.3743 13.3796 20.4526

Results
free energy: -136303.844 eV
free energy less fixed offsets of N -386.36, O -570.45, Si -639.56 eV per atom: 1.336 eV

Forces (eV/angstrom), in the order of the atoms: element, x, y, z
Si -0.0045 0.007 -0.0693
Si -0.0097 0.0072 -0.0743
Si 0.009 -0.0063 -0.0727
Si 0.0156 -0.0149 -0.0788
Si 0.0101 -0.0097 -0.0675
Si 0.0142 -0.0188 -0.0711
Si -0.0115 0.0184 -0.0829
Si -0.0082 0.0042 -0.0653
Si -0.0042 0.0029 0.0076
Si -0.004 0.001 0.0076
Si 0.0033 -0.0051 0.0107
Si 0.0007 -0.0036 0.01
Si 0.0047 -0.0048 0.0067
Si 0.0034 -0.0011 0.0089
Si -0.0025 0.003 0.0072
Si -0.0022 0.0044 0.0095
Si -0.0001 -0.0017 0
Si 0.0019 -0.0006 0.0045
Si -0.0005 0.0003 0.0041
Si -0.0007 0.0002 0.0026
Si -0.0061 -0.0037 0.0057
Si 0.0024 -0.0018 0.0015
Si 0.0003 -0.0024 0.0003
Si 0.003 0.0018 0.0011
Si -0.0002 -0.0001 -0.0008
Si -0.0003 -0.0007 0.0052
Si 0.0007 0.0009 0.0028
Si 0.0009 0.0014 -0.0008
Si 0.0019 -0.0002 0.0046
Si 0.0004 -0.0003 0.0003
Si -0.0026 -0.001 -0.0006
Si 0.0005 -0.0026 0.003
Si -0.001 0.0001 0.0001
Si -0.0019 -0.0005 0.0001
Si 0.0011 0.0011 -0.0005
Si -0.0002 -0.0015 0.0008
Si 0 -0.0003 0.0007
Si 0.0001 -0.0016 0.0003
Si -0.0008 0.0006 0.0005
Si -0.0009 0.0004 -0.0016
Si -0.0013 -0.0004 0.0007
Si -0.0005 -0.0014 -0.0002
Si 0.0008 -0.0011 -0.0004
Si 0.0007 -0.0004 0.0009
Si 0.0002 -0.0009 0.0004
Si 0 -0.0006 0.0008
Si -0.0015 -0.0003 0.0006
Si 0.0004 -0.0014 0.0001
Si 0 -0.0008 0.0007
Si -0.0001 -0.0006 0.0005
Si -0.0002 -0.0008 -0.0002
Si -0.0008 0.0007 0.0002
Si -0.0008 -0.0004 -0.0001
Si -0.001 -0.0004 0.0001
Si -0.0004 -0.0001 0.0008
Si -0.0008 -0.001 0.0003
Si 0.0003 0.0006 0.0002
Si 0.0016 -0.0007 0.0004
Si -0.001 -0.0006 0.0003
Si -0.0007 -0.0012 0.0008
Si 0 -0.0016 -0.001
Si -0.0001 0.0004 0.0003
Si -0.001 -0.0001 0.0012
Si -0.0006 0.0007 -0.0001
Si -0.0001 0.0014 0.0001
Si -0.0046 0.0019 0.0007
Si 0.0037 -0.0021 0.0023
Si 0.002 0.0005 0.0032
Si 0.0006 -0.0023 0.0036
Si 0.0017 0 0.0021
Si -0.001 0.0035 0.0021
Si -0.0022 -0.0007 0.0008
Si 0.0024 -0.0037 -0.001
Si 0.0035 -0.0003 -0.0009
Si -0.0034 0.0008 0.0024
Si -0.0011 -0.0009 0.0045
Si -0.0078 -0.0004 0.001
Si -0.0035 0.0018 0.0022
Si 0.0002 -0.0004 -0.0002
Si 0.0019 -0.0011 0.0013
Si 0.0043 0.008 0.0107
Si -0.0029 0.0049 0.0119
Si 0.0028 -0.0027 0.0128
Si -0.0035 0.0009 0.0101
Si 0.002 -0.0019 0.0108
Si -0.0041 -0.0018 0.0134
Si -0.0002 0.0008 0.0077
Si 0.0035 -0.0031 0.01
Si -0.0113 0.0058 -0.0739
Si 0.0132 0.008 -0.0838
Si -0.0004 -0.0104 -0.0836
Si 0.0015 -0.0073 -0.0667
Si -0.0007 0.0027 -0.05
Si -0.0012 0.0099 -0.0681
Si 0.031 -0.0054 -0.0718
Si 0.0105 -0.0089 -0.0778
Si -0.0036 0.0087 -0.0681
Si -0.0124 0.0106 -0.0955
Si 0.0037 0.0042 -0.0965
Si 0.0361 -0.0136 -0.1237
Si -0.0075 -0.004 -0.0827
Si -0.011 0.0175 -0.086
Si -0.0196 -0.0023 -0.096
Si -0.0037 -0.0093 -0.1009
Si -0.0037 0.0022 -0.0932
Si 0.0028 -0.0027 -0.0993
Si -0.0024 -0.0199 -0.118
Si -0.0173 -0.003 -0.1037
Si -0.0078 0.0024 -0.1101
Si -0.0045 0.0096 -0.1195
Si -0.0025 0.0151 -0.0824
Si 0.0071 -0.0087 -0.0708
Si 0.0232 0.0111 -0.115
Si 0.0026 0.0173 -0.0705
Si -0.0183 0.0113 -0.0734
Si -0.0057 -0.0064 -0.1054
Si -0.004 -0.0067 -0.1
Si 0.0142 0.0165 -0.0973
Si 0.0232 -0.0098 -0.1076
Si -0.0079 -0.0159 -0.0771
Si -0.0018 0.0126 -0.0881
Si -0.0104 0.0017 -0.0945
Si -0.0024 -0.0023 -0.1021
Si -0.0028 -0.0182 -0.1146
Si 0.0125 -0.0015 -0.0881
Si 0.0154 0.0109 -0.0918
Si 0.007 0.0013 -0.0933
Si 0.0151 -0.008 -0.0893
Si 0.0073 -0.0054 -0.0905
Si 0.002 0.0046 -0.1072
Si -0.0041 0.0122 -0.0976
Si 0.0124 0.0009 -0.1007
Si -0.0188 -0.0111 -0.0876
Si -0.0074 -0.0066 -0.0918
O 0.0121 -0.0156 0.0602
O 0.0095 0.0103 0.0427
O -0.0217 0.0131 0.0693
O 0.0011 -0.0219 0.0502
O 0.0041 0.0002 0.0443
O -0.0163 0.0272 0.0574
O 0.0033 0.0082 0.0407
O -0.0011 0.0035 0.0481
O -0.0187 0.0191 0.0568
O 0.0171 0.0152 0.0453
O -0.0057 0.0151 0.0411
O 0.0204 -0.0166 0.062
O 0.0078 0.0067 0.0369
O -0.0005 -0.0121 0.0562
O -0.0023 -0.0065 0.0374
O 0.0186 -0.0139 0.0536
O -0.0004 -0.0007 0.0441
O 0.0163 0.0053 0.0416
O -0.012 0.0159 0.0517
O -0.0181 0.0116 0.0686
O 0.0135 -0.0039 0.063
O -0.0167 0.0134 0.0641
O 0.0004 -0.0128 0.0509
N -0.0301 0.0169 0.0778
O -0.0049 -0.003 0.0263
O -0.0023 -0.0069 0.0359
O -0.0088 0.0063 0.0431
N -0.0044 -0.0164 0.0743
O 0.0139 0.0047 0.0441
O 0.0243 -0.0124 0.0467
N 0.001 0.0064 0.0697
O -0.0091 0.0061 0.0463
O 0.0152 0.012 0.0638
O -0.0004 -0.0058 0.0312
O -0.0061 0.0113 0.0732
O -0.0101 -0.0008 0.0503
O 0.0064 0.0167 0.0608
O -0.0085 0.01 0.0399
O 0.015 -0.0083 0.0434
O 0.0054 0.0148 0.0553
O -0.0047 -0.0091 0.0475
N -0.0164 -0.0055 0.0672
O 0.0112 0.0043 0.0385
O -0.0134 -0.011 0.0553
O 0.006 -0.0039 0.0326
O -0.014 -0.0197 0.0643
O -0.008 -0.0021 0.0388
O 0.0067 0.0076 0.0322
O 0.0251 -0.0149 0.0661
O -0.0044 0.0027 0.0398
O -0.003 -0.0003 0.0858
O 0.007 -0.0167 0.0571
O -0.0057 -0.0151 0.0425
O 0.0169 0.0129 0.0638
O -0.0034 -0.0055 0.0396
O 0.0101 0.0057 0.0405
O -0.0133 -0.0018 0.0753
O -0.0058 -0.0033 0.0271
O 0.0099 -0.009 0.0419
O 0.0041 -0.016 0.0409
O 0.0088 0.0103 0.0434
O -0.0128 -0.0094 0.0414
O 0.0102 -0.0003 0.0386
O 0.019 0.0036 0.0752
O -0.008 0.0148 0.0414
O 0.0035 0.0045 0.0378
O 0.0016 -0.007 0.0814
O 0.0024 0.0085 0.0459
O -0.0025 0.0001 0.0324
O -0.0144 0.0082 0.0777
O -0.0193 -0.0102 0.0616
O 0.0183 -0.0103 0.0364
O -0.0149 0.016 0.0444
O -0.0272 0.0011 0.054
O -0.0083 0.0157 0.0668
O 0.0096 -0.0016 0.0413
O 0.0055 -0.0092 0.0367
O -0.0174 0.0009 0.0756
O 0.0226 0.0128 0.0626
O 0.0072 0.0001 0.0377
O 0.0026 0.0009 0.0565
O 0.0015 0.0078 0.0349
O 0.0017 -0.0079 0.0344
O -0.0039 0.0036 0.0433
O -0.0127 -0.0189 0.0735
O 0.0121 0.005 0.038
O 0.0028 -0.0268 0.0672
O -0.0043 -0.0021 0.0537
O -0.0085 -0.0168 0.0615
O -0.0168 -0.0016 0.0536

The program warned: the cutoff lies below the one the program advises for these potential files; the forces do not sum to zero within the program's tolerance; empty levels may hold ghost states of the PAW files; the exchange-correlation potential is rough where the density is thin.
